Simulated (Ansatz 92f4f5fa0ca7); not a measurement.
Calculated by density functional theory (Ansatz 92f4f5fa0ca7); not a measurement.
Periodic cell of 223 atoms, Si133O90, from a study of silicon, its oxide and their interface. The atomic structure is a simulated model.
Doubt: the cutoff is low for norm-conserving oxygen, so forces and energies are approximate.
Doubt: the program's own warning below bears on the result.

Settings
functional: HSE06
potential files: SPMS norm-conserving
basis: plane waves
wave-function cutoff: 800 eV
density cutoff ratio: 4
exchange-correlation grid ratio: 1
k mesh: 1 x 1 x 1, Gamma-centred
occupations: fixed
spin: none
net charge: 0

Cell vectors (angstrom)
a  10.938  0  0
b  0  10.938  0
c  0  0  32.1988

Atoms: element, x, y, z (angstrom)
Si  10.5978  0.24  24.8744
Si  5.7639  10.6776  24.7356
Si  2.5265  2.9218  24.6493
Si  8.4535  2.4768  24.8115
Si  0.3174  5.1696  24.7589
Si  5.1578  5.7637  24.6856
Si  2.9448  8.0131  24.5718
Si  7.9613  8.432  24.7557
Si  1.355  1.3853  26.0318
Si  6.8556  1.3324  26.0994
Si  4.0615  4.124  26.0022
Si  9.6225  4.0747  26.0797
Si  1.4213  6.8384  26.007
Si  6.7738  6.8563  26.034
Si  4.111  9.5426  25.9872
Si  9.4891  9.5789  26.1445
Si  2.74  -0.008  27.3689
Si  8.181  0.0026  27.4971
Si  0.0231  2.7249  27.4544
Si  5.4553  2.7507  27.3829
Si  2.7398  5.4739  27.4241
Si  8.1956  5.4735  27.3798
Si  0.0089  8.1904  27.3909
Si  5.4485  8.2115  27.4291
Si  4.1018  1.3673  28.7805
Si  9.5708  1.3673  28.7805
Si  1.3673  4.1018  28.7805
Si  6.8362  4.1018  28.7805
Si  4.1018  6.8362  28.7805
Si  9.5708  6.8362  28.7805
Si  1.3673  9.5708  28.7805
Si  6.8362  9.5708  28.7805
Si  0  0  30.1478
Si  5.469  0  30.1478
Si  2.7345  2.7345  30.1478
Si  8.2035  2.7345  30.1478
Si  0  5.469  30.1478
Si  5.469  5.469  30.1478
Si  2.7345  8.2035  30.1478
Si  8.2035  8.2035  30.1478
Si  1.3673  1.3673  31.515
Si  6.8362  1.3673  31.515
Si  4.1018  4.1018  31.515
Si  9.5708  4.1018  31.515
Si  1.3673  6.8362  31.515
Si  6.8362  6.8362  31.515
Si  4.1018  9.5708  31.515
Si  9.5708  9.5708  31.515
Si  2.7345  0  0.6835
Si  8.2035  0  0.6835
Si  0  2.7345  0.6835
Si  5.469  2.7345  0.6835
Si  2.7345  5.469  0.6835
Si  8.2035  5.469  0.6835
Si  0  8.2035  0.6835
Si  5.469  8.2035  0.6835
Si  4.1018  1.3673  2.0507
Si  9.5708  1.3673  2.0507
Si  1.3673  4.1018  2.0507
Si  6.8362  4.1018  2.0507
Si  4.1018  6.8362  2.0507
Si  9.5708  6.8362  2.0507
Si  1.3673  9.5708  2.0507
Si  6.8362  9.5708  2.0507
Si  0  0  3.418
Si  5.469  0  3.418
Si  2.7345  2.7345  3.418
Si  8.2035  2.7345  3.418
Si  0  5.469  3.418
Si  5.469  5.469  3.418
Si  2.7345  8.2035  3.418
Si  8.2035  8.2035  3.418
Si  1.3809  1.3663  4.6873
Si  6.8319  1.3509  4.8594
Si  4.139  4.0794  4.7899
Si  9.5621  4.0938  4.7712
Si  1.392  6.8301  4.7962
Si  6.8156  6.8749  4.7443
Si  4.1245  9.5704  4.8314
Si  9.5494  9.5575  4.788
Si  2.7447  0.0905  6.0938
Si  8.1812  -0.0607  6.246
Si  0.0059  2.6637  6.0409
Si  5.4677  2.7268  6.2626
Si  2.8045  5.4769  6.1483
Si  8.1589  5.4883  6.065
Si  0.0002  8.194  6.1391
Si  5.5269  8.2102  6.2298
Si  3.8273  1.6066  7.5964
Si  9.8043  1.1342  7.441
Si  1.6236  3.7954  7.2651
Si  6.6223  4.4114  7.4799
Si  4.3825  6.6294  7.5346
Si  9.3618  6.9686  7.4079
Si  1.1108  9.9152  7.3077
Si  7.1674  9.2126  7.6783
O  8.3498  8.126  7.9183
O  2.7124  2.7634  7.913
O  9.5404  1.3592  24.2833
O  4.0628  6.8753  24.1256
O  -0.0202  0.0139  7.9077
O  5.4616  5.4706  7.9879
O  6.8752  9.5624  24.2423
O  1.4076  4.0557  24.2226
O  3.8197  7.4152  8.8814
O  0.7732  4.3985  8.4983
O  9.8401  6.2042  8.777
O  2.0117  9.3699  8.5417
O  7.4721  3.8954  8.7794
O  4.2731  1.009  9.0615
O  6.7334  9.5187  9.2236
O  9.1506  1.8429  8.7623
O  7.7475  3.1814  23.5272
O  10.5788  5.8688  23.459
O  5.1157  0.4539  23.4228
O  5.8818  5.0639  23.3997
O  3.1894  2.2508  23.2934
O  2.2745  8.7238  23.2283
O  8.6671  7.7161  23.4617
O  0.2463  10.3187  23.6388
Si  4.4505  1.5921  22.4861
Si  3.4952  7.9904  14.0184
Si  7.1264  0.9961  14.6728
Si  0.9304  9.3725  22.5417
Si  1.1729  4.2892  11.8488
Si  6.2577  9.0134  15.2964
Si  0.6533  1.3713  12.2472
Si  8.6343  4.999  20.5091
Si  0.3369  5.7044  9.3062
Si  5.0908  3.1408  17.9154
Si  0.8814  3.7832  16.6742
Si  10.3876  2.8617  19.172
Si  5.2737  1.2117  10.3412
Si  0.8698  0.2114  19.8647
Si  6.6318  9.4612  10.8527
Si  9.3437  9.7276  18.2887
Si  9.3673  9.255  12.5749
Si  6.6148  3.8633  22.6026
Si  2.4065  8.0571  9.367
Si  10.5978  7.4206  17.0489
Si  2.5089  6.35  16.5484
Si  10.139  4.5208  14.1498
Si  6.1391  9.2183  18.4741
Si  7.9503  2.5688  9.5654
Si  8.8601  2.1681  12.4442
Si  5.3432  6.2686  18.0133
Si  3.9565  0.5879  19.4907
Si  4.2822  3.8352  12.0733
Si  5.5328  6.6303  12.1492
Si  8.0192  2.5427  17.206
Si  4.3568  2.4675  14.9593
Si  1.5404  1.2453  15.1785
Si  1.538  9.4084  12.0216
Si  8.0337  6.8753  13.8757
Si  10.3643  9.8847  15.4573
Si  9.8407  7.0098  22.5931
Si  8.1388  5.5394  17.4431
O  6.027  7.9791  11.3022
O  6.0316  9.2318  16.8683
O  7.6851  1.402  13.2172
O  0.9095  1.7565  13.7925
O  9.4541  6.294  16.9094
O  6.7679  6.2593  13.1102
O  5.1272  4.6868  18.5303
O  9.2129  2.1691  18.2517
O  2.3843  0.1596  19.1886
O  9.4263  10.2756  16.7416
O  2.7803  4.3771  11.7759
O  5.069  10.3455  19.0766
O  9.3919  3.2834  13.457
O  0.4083  1.7841  19.9221
O  3.1426  1.3735  14.9748
O  8.1556  5.4969  19.056
O  3.9059  6.595  17.3332
O  4.5112  3.2379  16.3876
O  9.0342  5.6907  14.3199
O  5.5229  2.7596  22.173
O  10.6914  4.1831  15.6133
O  0.325  3.8264  18.1921
O  10.4582  10.5346  19.1639
O  9.6286  10.0379  14.0097
O  10.8997  8.141  22.1447
O  1.2331  2.2339  16.4077
O  9.7165  3.8057  20.3046
O  8.1975  4.0819  16.7699
O  -0.0682  9.1162  11.9383
O  6.5804  2.4812  17.941
O  5.5905  10.7332  11.1319
O  7.7527  9.6133  18.7798
O  10.0067  1.0695  12.0618
O  1.3375  6.9177  9.0264
O  0.543  4.7708  13.2652
O  5.6915  7.6599  18.8885
O  5.197  5.1133  11.5858
O  2.7305  7.0704  15.1148
O  0.8923  2.7412  11.4352
O  0.8143  10.7579  15.4809
O  2.3289  8.5506  10.8971
O  4.7126  2.4509  11.2761
O  4.2963  3.4798  13.6793
O  2.1568  4.7646  16.4642
O  10.6834  8.3127  15.6915
O  6.9268  10.3425  14.6878
O  2.3566  8.9786  13.3744
O  8.0355  1.5999  15.8848
O  4.1508  7.0505  12.8803
O  4.2317  2.0145  18.7306
O  7.3402  4.4475  21.2965
O  8.3958  2.8939  11.0804
O  1.1873  6.9426  17.3062
O  5.6754  1.6048  14.8188
O  8.1004  9.7296  11.6014
O  9.2433  6.2672  21.2994
O  8.9448  7.7471  12.9016
O  1.5781  0.1019  11.8352
O  6.6765  6.156  17.0702
O  7.3539  7.8406  15.0025
O  1.1209  10.3377  21.2553
O  10.0293  8.2647  18.2921
O  4.0435  0.8902  21.0898
O  0.4057  5.2943  10.8458
O  6.6796  1.5986  9.6545
O  4.782  8.7641  14.654

Results
free energy: -55385.420 eV
free energy less fixed offsets of O -447.96, Si -113.29 eV per atom: -1.450 eV
gap between the highest filled and lowest empty level on this k mesh: 1.205 eV

The program warned: the cutoff lies below the one the program advises for these potential files; the model core charge is not resolved on the grid; the forces do not sum to zero within the program's tolerance; the exchange-correlation potential is rough where the density is thin.
